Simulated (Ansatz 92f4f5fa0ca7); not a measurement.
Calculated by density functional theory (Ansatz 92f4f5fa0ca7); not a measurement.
Periodic cell of 208 atoms, Si128O80, from a study of silicon, its oxide and their interface. The atomic structure is a simulated model.
Doubt: the cutoff is far below the 930 eV that the study's wrapper takes by default for these files, so forces and energies are approximate.

Settings: functional PBE; potential files Ansatz PAW; basis plane waves; wave-function cutoff 580 eV; density cutoff ratio 5; exchange-correlation grid ratio 1; k mesh 1 x 1 x 1, Gamma-centred; self-consistency stop 5e-08 eV per atom in the density residual; occupations fixed; spin none; net charge 0.

Cell vectors (angstrom)
a, 10.938, 0, 0
b, 0, 10.938, 0
c, 2.8891, 4.7089, 30.301

Atoms and the computed forces on them: element, x, y, z (angstrom), force x, y, z (eV/angstrom)
Si, 4.1387, 3.6993, 22.6867, -0.0353, -0.1124, -0.1145
Si, 6.81, 6.3365, 22.7411, -0.0401, 0.1327, -0.1702
Si, 4.4952, 8.4508, 22.7408, 0.0776, 0.0224, -0.1431
Si, 7.1615, 0.4129, 22.902, -0.0396, -0.0409, -0.4115
Si, -1.0315, 2.961, 22.8529, 0.1565, -0.0162, -0.1843
Si, 1.8059, 5.8602, 22.7076, -0.1705, 0.0523, -0.1882
Si, 9.4479, 9.2159, 22.9287, -0.0613, -0.1236, -0.3911
Si, 1.2243, 0.8141, 22.8294, -0.0867, 0.1579, -0.1829
Si, 5.6571, 4.7678, 24.1268, 0.0543, 0.0928, -0.1227
Si, 8.3452, 7.4925, 24.1323, 0.0229, 0.062, -0.1605
Si, 5.588, -0.8279, 24.1277, -0.0509, -0.0853, -0.2531
Si, 8.3423, 1.9215, 24.2545, 0.0895, 0.0644, -0.165
Si, 0.1488, 4.7053, 24.0383, 0.0198, -0.1157, -0.2451
Si, 2.9136, 7.3921, 24.1378, -0.0034, 0.0026, -0.1649
Si, 11.0654, 10.2479, 24.2601, 0.0813, 0.0298, -0.1243
Si, 2.9479, 1.9978, 24.0033, -0.0435, 0.0933, -0.2334
Si, 4.2681, 6.0693, 25.5341, -0.0203, -0.0483, 0.0907
Si, 6.9771, 8.8067, 25.5383, 0.0157, 0.0434, -0.042
Si, 4.2378, 0.6025, 25.4547, 0.027, 0.0304, 0.0423
Si, 6.9867, 3.3649, 25.5039, -0.0832, -0.0028, 0.1164
Si, 9.7282, 6.074, 25.4581, 0.0089, -0.0128, 0.0148
Si, 12.4712, 8.8032, 25.4896, 0.03, -0.043, 0.0909
Si, 9.7108, 11.553, 25.6088, -0.0809, -0.0412, 0.1899
Si, 1.5398, 3.3415, 25.4661, 0.057, 0.0543, -0.1679
Si, 2.8891, 4.7089, 26.8827, -0.0385, -0.1583, -0.0399
Si, 5.6236, 7.4434, 26.8827, -0.0431, -0.0231, 0.2449
Si, 2.8891, -0.7601, 26.8827, -0.0015, 0.0482, -0.2444
Si, 5.6236, 1.9744, 26.8827, -0.1249, -0.0478, -0.3554
Si, 8.3581, 4.7089, 26.8827, 0.0922, 0.1534, -0.2002
Si, 11.0926, 7.4434, 26.8827, 0.0036, -0.1006, -0.3173
Si, 8.3581, 10.1779, 26.8827, -0.2169, -0.1931, 0.4641
Si, 11.0926, 1.9744, 26.8827, 0.2711, 0.305, 0.1419
Si, 1.3673, -1.3673, 3.418, -0.2126, -0.0903, 0.0025
Si, 4.1018, 1.3673, 3.418, 0.1301, 0.2339, -0.2146
Si, 1.3673, 4.1018, 3.418, 0.0072, -0.0978, 0.3582
Si, 4.1018, -4.1018, 3.418, 0.2529, 0.0632, -0.2207
Si, 6.8362, -1.3673, 3.418, -0.0832, -0.0083, 0.3888
Si, -1.3673, 1.3673, 3.418, -0.0574, -0.0899, 0.0494
Si, 6.8362, 4.1018, 3.418, 0.0579, 0.118, 0.2077
Si, -1.3673, -4.1018, 3.418, -0.0506, -0.1678, -0.4021
Si, 2.7023, 0.0545, 4.7373, -0.0486, 0.0602, -0.0788
Si, 5.5009, 2.7053, 4.8032, 0.0008, -0.0647, -0.0539
Si, 2.8067, 5.4635, 4.7742, 0.0498, -0.1044, -0.1977
Si, 5.4489, -2.752, 4.8234, 0.0291, 0.0623, -0.0204
Si, -2.7245, 0.0056, 4.8215, -0.0605, 0.0266, -0.0627
Si, -0.0402, 2.7221, 4.8186, 0.0694, 0.0565, -0.0914
Si, 8.199, 5.5232, 4.7967, -0.0908, 0.0191, -0.0118
Si, -0.0126, -2.7942, 4.7682, 0.0915, 0.0434, -0.0129
Si, 1.3228, 1.3121, 6.1748, -0.0561, -0.0554, 0.3016
Si, 4.1625, 4.0831, 6.1538, -0.001, 0.053, 0.1849
Si, 1.4521, -4.108, 6.0875, -0.0274, 0.0998, 0.203
Si, 4.0714, -1.2497, 6.0703, 0.0159, -0.1296, 0.1115
Si, -4.0502, 1.4128, 6.2528, 0.0991, -0.0061, 0.1687
Si, -1.4051, 4.1525, 6.1604, 0.1336, -0.077, 0.1001
Si, 6.8354, -4.1113, 6.2575, -0.0485, -0.0026, 0.1064
Si, -1.4345, -1.4925, 6.1324, -0.1507, -0.0649, 0.1845
Si, 0.1021, -0.3658, 7.43, 0.1757, -0.0719, 0.1434
Si, 2.5649, 2.9069, 7.4218, -0.1938, 0.0693, 0.3219
Si, 0.3512, -5.7578, 7.3451, -0.0359, 0.0266, 0.4213
Si, 2.4994, -2.3866, 7.38, -0.1805, -0.0018, 0.3415
Si, 5.6032, -0.1397, 7.4973, 0.1119, -0.105, 0.375
Si, -2.8717, 3.0242, 7.6384, -0.0997, 0.0915, 0.1464
Si, 5.7607, 5.1731, 7.5814, 0.0638, -0.0667, 0.1505
Si, -3.0926, -2.4471, 7.6588, 0.0585, -0.0504, 0.3669
Si, 4.2564, 3.3417, 28.25, -0.0728, -0.0209, -0.0215
Si, 6.9909, 6.0762, 28.25, -0.0005, 0.0351, -0.0049
Si, 4.2564, -2.1273, 28.25, 0.0521, -0.0013, -0.0129
Si, 6.9909, 0.6072, 28.25, 0.0083, -0.065, -0.01
Si, 9.7254, 3.3417, 28.25, 0.0914, 0.0625, -0.0178
Si, 12.4599, 6.0762, 28.25, 0.0078, -0.0318, -0.0368
Si, 9.7254, 8.8107, 28.25, -0.0824, -0.003, -0.0051
Si, 1.5219, 0.6072, 28.25, -0.0048, 0.012, -0.0242
Si, 5.6236, 4.7089, 29.6172, 0.0249, -0.0167, -0.0263
Si, 8.3581, 7.4434, 29.6172, 0.0193, -0.0403, -0.0042
Si, 5.6236, -0.7601, 29.6172, -0.014, 0.0461, -0.0154
Si, 8.3581, 1.9744, 29.6172, -0.0229, -0.0118, -0.0272
Si, 11.0926, 4.7089, 29.6172, -0.0234, 0.0194, -0.0087
Si, 2.8891, 7.4434, 29.6172, -0.0267, 0.0218, -0.0273
Si, 0.1546, -0.7601, 29.6172, 0.0171, 0.0248, -0.0216
Si, 2.8891, 1.9744, 29.6172, 0.0287, -0.0246, -0.0101
Si, 1.3673, 1.3673, 0.6835, 0.0158, -0.0223, 0.0195
Si, 4.1018, 4.1018, 0.6835, -0.0311, 0.0442, 0.0028
Si, 1.3673, -4.1018, 0.6835, 0.0029, -0.0228, 0.0298
Si, 4.1018, -1.3673, 0.6835, -0.0004, 0.0228, 0.0173
Si, 6.8362, 1.3673, 0.6835, -0.0087, 0.0103, 0.0386
Si, -1.3673, 4.1018, 0.6835, 0.0389, -0.0314, 0.017
Si, 6.8362, -4.1018, 0.6835, 0.0023, -0.0407, 0.021
Si, 9.5708, -1.3673, 0.6835, -0.0206, 0.0192, 0.0075
Si, 0, 0, 2.0507, -0.0253, -0.0286, 0.0106
Si, 2.7345, 2.7345, 2.0507, 0.0747, 0.0424, 0.0011
Si, 0, -5.469, 2.0507, -0.061, -0.0002, 0.019
Si, 2.7345, -2.7345, 2.0507, 0.0048, -0.0213, 0.0218
Si, 5.469, 0, 2.0507, -0.0581, -0.0485, 0.0294
Si, 8.2035, 2.7345, 2.0507, 0.0218, 0.014, 0.0318
Si, 5.469, 5.469, 2.0507, 0.0018, 0.0547, 0.0007
Si, 8.2035, -2.7345, 2.0507, 0.0489, 0.0169, 0.0232
Si, 3.5091, 6.2011, 15.6947, 0.0218, -0.0971, -0.0654
Si, -1.2075, 1.3062, 9.7487, 0.1469, -0.0137, 0.1484
Si, 1.13, -0.725, 18.2871, -0.2428, 0.0815, -0.2071
Si, 4.2782, 4.5287, 13.3282, 0.0304, 0.0256, 0.203
Si, 0.4495, 6.1981, 20.0052, -0.0207, -0.1, -0.3041
Si, 7.7312, 0.1269, 11.936, -0.1263, -0.1464, 0.276
Si, 3.8014, 1.2039, 9.7399, -0.0365, 0.0109, 0.0819
Si, 4.9046, 3.5196, 19.6033, -0.1013, 0.113, -0.4369
Si, 2.3417, 4.5007, 18.0632, 0.0906, -0.0778, -0.2302
Si, 3.9033, -4.1244, 9.5663, -0.0799, 0.0646, 0.0461
Si, 10.0478, 8.9169, 19.9419, -0.1053, 0.2159, -0.3118
Si, 7.5137, 1.4606, 16.6552, -0.0206, 0.0193, -0.0492
Si, 2.1705, 1.659, 16.5602, -0.045, -0.0016, -0.1069
Si, 0.971, -3.8225, 14.1685, -0.0322, -0.0147, 0.0088
Si, 10.3978, 8.5715, 16.2658, -0.0553, 0.0471, -0.1198
Si, 5.5334, -3.8008, 12.1312, 0.1165, -0.0756, 0.3595
Si, 7.2855, 9.81, 18.6373, 0.0103, 0.0856, -0.2288
Si, 5.071, 1.6668, 12.5914, 0.1253, 0.0382, 0.3578
Si, 7.6168, 7.4605, 16.8769, -0.0287, -0.0503, -0.1786
Si, 9.2783, 0.1403, 14.5554, -0.0096, 0.0008, 0.1074
Si, 1.0223, -4.9834, 10.0463, -0.1961, 0.0289, 0.3842
Si, 8.0195, -2.6428, 10.8144, -0.0395, 0.0319, 0.3167
Si, 5.5438, 0.7586, 20.2671, 0.1096, -0.1373, -0.1943
Si, 4.8283, 0.4471, 15.3649, 0.052, 0.0224, -0.0584
Si, 1.2594, 0.4551, 10.993, 0.0579, -0.062, 0.4142
Si, 5.5867, 8.2995, 15.0136, 0.0678, -0.0129, -0.0334
Si, 0.872, 1.6424, 13.6177, -0.0057, 0.0541, 0.1423
Si, 7.3295, 4.4389, 18.0071, -0.1627, -0.0074, -0.3324
Si, 1.2025, 4.4906, 12.5657, 0.026, 0.0599, 0.2036
Si, 2.9404, -0.7063, 20.697, 0.0325, -0.0143, -0.1543
Si, 0.115, -2.4256, 11.6466, -0.0021, -0.0523, 0.2168
Si, 8.7274, 4.7605, 20.7364, -0.0278, -0.002, -0.0844
O, 1.2388, -1.4642, 8.0146, 0.0917, 0.1089, -0.6238
O, 4.9574, 3.5598, 21.2343, -0.1063, 0.0411, 0.4647
O, 3.455, -2.865, 8.638, 0.0067, 0.0462, -0.097
O, 2.8546, 4.6548, 22.3032, 0.132, 0.0046, 0.2244
O, 7.5482, 3.0212, 17.1912, 0.0188, 0.0561, 0.0684
O, 5.6588, 7.4006, 22.1356, -0.0369, -0.0218, 0.5454
O, 11.0555, 1.917, 22.2076, 0.0078, -0.0135, 0.601
O, 6.6884, -1.3013, 7.9701, 0.0313, 0.0082, -0.3286
O, 0.429, -0.9313, 11.1278, 0.0328, 0.1013, -0.1356
O, 10.7924, 7.5722, 19.3295, 0.0738, -0.0919, 0.0642
O, 6.1418, 1.2907, 15.8034, 0.0008, -0.0048, 0.0792
O, 4.9803, 0.4166, 8.9394, 0.0716, -0.0229, -0.3167
O, 1.0769, 5.1706, 18.8693, -0.1281, 0.1848, 0.2259
O, 6.5542, 1.2022, 12.1643, 0.0473, -0.0507, -0.1114
O, -1.4925, -2.6864, 11.6158, -0.0659, -0.0035, -0.1182
O, 6.5124, 1.1034, 21.5342, 0.0287, -0.0388, 0.3217
O, 7.6825, 0.2107, 17.7325, 0.0299, -0.104, 0.1164
O, 7.0314, -3.7636, 11.4834, 0.0258, -0.0071, -0.16
O, 5.0992, -5.0107, 8.8948, 0.0373, 0.0026, -0.0364
O, 1.4953, 6.5408, 21.2123, 0.1286, -0.0526, 0.4052
O, 5.4517, 2.0145, 19.2165, 0.0177, -0.0917, 0.1217
O, 2.4645, 9.8415, 19.167, 0.196, -0.0191, 0.3353
O, 4.2544, 1.7457, 11.1985, -0.0861, -0.0508, -0.2794
O, 1.3412, 3.9424, 7.8673, 0.106, 0.0636, -0.5212
O, 10.1577, 5.5004, 20.7933, -0.0252, 0.0049, 0.1449
O, -0.9188, 0.1169, 8.6546, 0.0762, -0.0801, -0.1784
O, 2.5411, 0.2049, 10.0238, -0.0157, -0.0347, -0.1022
O, 0.7438, 9.124, 17.1189, 0.1227, 0.0328, 0.1224
O, 1.6819, -0.1352, 21.5584, 0.0163, -0.0227, 0.0712
O, 2.0331, 3.2013, 17.1007, 0.0053, 0.048, 0.1133
O, 8.4497, 4.4342, 19.1743, 0.1081, 0.0434, 0.3207
O, 6.8779, 4.0726, 8.2115, -0.0204, 0.0619, -0.5671
O, -2.6638, -2.9098, 9.2167, -0.03, 0.0323, -0.5277
O, 5.8625, 4.5116, 18.7268, -0.0481, 0.0009, 0.244
O, -0.4963, 0.8069, 13.6699, 0.0252, 0.0152, -0.0745
O, 10.183, 8.6899, 21.5442, -0.0841, 0.0589, 0.2693
O, 0.2829, 1.6277, 10.3688, -0.0761, 0.0782, -0.176
O, 3.6556, 8.9483, 21.4007, 0.0424, -0.0204, 0.1274
O, 8.9241, 3.3855, 21.5851, 0.0093, 0.0303, 0.1161
O, 0.856, -3.5256, 10.7337, 0.1149, -0.0455, -0.1775
O, 5.3717, -2.7617, 13.3952, -0.0289, -0.0253, -0.1918
O, 2.6049, -5.1042, 9.672, 0.1599, -0.0607, -0.0289
O, 4.0093, 0.5202, 20.7324, -0.1118, 0.0452, 0.1275
O, 8.7465, 1.2771, 15.5975, -0.0344, -0.0054, 0.0338
O, 9.8236, 9.7911, 15.3657, -0.0191, -0.0055, 0.0154
O, 0.7363, -2.5674, 13.1549, 0.051, 0.0237, -0.1272
O, 3.2911, 2.4657, 8.8435, -0.0295, 0.0059, -0.28
O, 4.7418, 7.2236, 15.9095, -0.0195, 0.0164, 0.0356
O, -0.0219, -5.036, 8.7975, -0.048, -0.0786, -0.3262
O, 6.7446, 8.4751, 17.8394, 0.0506, 0.092, 0.1538
O, 1.3087, 0.7371, 17.5901, 0.02, -0.093, 0.1645
O, 4.4131, -3.4885, 10.9862, -0.1805, -0.0371, -0.315
O, 10.8128, -0.7071, 19.3289, 0.0407, -0.0369, 0.1343
O, 2.919, 5.7103, 17.1229, -0.0461, -0.0168, 0.1283
O, 7.5528, 5.6893, 21.4019, -0.0283, -0.0519, 0.1174
O, 4.4768, 0.7101, 13.7858, -0.0352, 0.0101, -0.184
O, 3.9944, 4.8535, 14.9048, 0.0104, 0.0225, -0.0056
O, 8.4934, 9.2335, 19.5658, 0.1021, -0.1037, 0.1162
O, 6.05, -0.6152, 19.5581, -0.0996, 0.0877, 0.1506
O, 8.1808, -0.3345, 13.4476, 0.0019, 0.0083, -0.1684
O, 7.145, 7.8808, 15.3543, -0.0639, 0.0139, 0.0462
O, 3.3944, 3.9282, 19.1645, 0.0771, -0.0655, 0.1146
O, 3.6521, 0.9771, 16.3809, -0.0071, 0.0179, 0.0615
O, 5.1075, 3.1523, 13.238, 0.0004, -0.1, -0.0794
O, 0.6669, 4.7231, 11.053, 0.0289, 0.071, -0.1846
O, 7.2794, -1.2063, 11.1091, 0.006, 0.0484, -0.0676
O, 8.3247, -0.6362, 22.3503, 0.0737, -0.1096, 0.472
O, -1.9851, 2.5107, 8.9582, -0.139, 0.0465, -0.1739
O, -2.0822, 0.8608, 11.036, 0.096, 0.0671, -0.2436
O, 0.5409, 3.1662, 13.1945, -0.0253, 0.0036, -0.0595
O, 10.8892, 7.3014, 15.3987, -0.0437, -0.0214, 0.05
O, 9.1632, 7.93, 17.1095, 0.0329, 0.0124, 0.1272
O, 2.4829, 7.0582, 14.7548, -0.0046, 0.0319, -0.0301
O, 1.7937, 0.9464, 12.4663, -0.0387, -0.0645, -0.2111
O, 0.6224, -5.225, 13.4594, 0.0078, -0.0467, -0.0141
O, 1.5611, 1.6318, 15.0667, 0.0054, 0.0075, -0.026
O, 2.838, 4.4369, 12.5693, -0.0835, 0.0083, -0.1177
O, 7.4569, 5.8385, 17.1305, 0.0539, -0.0713, 0.1111
O, 5.2606, -5.3, 12.6857, 0.0452, 0.1037, -0.1441
O, 5.1352, 9.7875, 15.5084, -0.0365, 0.0072, 0.0239

Results
free energy: -126870.669 eV
free energy less fixed offsets of O -568.88, Si -635.61 eV per atom: -2.189 eV

The program warned: the cutoff lies below the one the program advises for these potential files; the exchange-correlation potential is rough where the density is thin.
